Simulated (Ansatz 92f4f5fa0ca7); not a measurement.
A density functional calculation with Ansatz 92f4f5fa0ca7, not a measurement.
Periodic cell of 220 atoms, Si132O88, from a study of silicon, its oxide and their interface. The atomic structure is a simulated model.
Doubt: the cutoff is far below the 930 eV that the study's wrapper takes by default for these files, so forces and energies are approximate.

Settings: functional PBE; potential files Ansatz PAW; basis plane waves; wave-function cutoff 580 eV; density cutoff ratio 5; exchange-correlation grid ratio 1; k mesh 1 x 1 x 1, Gamma-centred; self-consistency stop 5e-08 eV per atom in the density residual; occupations fixed; spin none; net charge 0.

Cell vectors (angstrom)
a	10.938	0	0
b	0	10.938	0
c	0	0	32.6891

Atoms and the computed forces on them: element, x, y, z (angstrom), force x, y, z (eV/angstrom)
Si	-0.3274	0.28	25.2639	-0.0442	0.0449	0.0684
Si	5.7304	-0.4131	25.1725	0.0015	-0.0706	-0.06
Si	2.5275	3.048	25.2379	-0.0176	-0.003	0.0528
Si	8.4412	2.56	25.2371	-0.0124	-0.0042	0.0419
Si	0.2579	5.2363	25.2258	0.0275	-0.0013	0.03
Si	5.078	5.7889	25.2881	0.0057	0.0135	-0.0121
Si	3.0116	8.1687	25.1173	0.0487	0.0169	0.0988
Si	8.0968	8.4181	25.2537	0.009	-0.0048	-0.0231
Si	1.3702	1.3959	26.4811	-0.0012	0.0005	-0.0015
Si	6.7592	1.3847	26.409	0.0171	0.0452	0.0262
Si	3.9965	4.2218	26.6468	0.0055	-0.0168	0.0264
Si	9.6218	4.0948	26.5782	-0.0004	-0.016	0.0102
Si	1.3492	6.9564	26.4176	0.0022	-0.0148	0.0649
Si	6.8423	6.8344	26.4819	0.0045	0.0046	0.0014
Si	4.1593	9.5756	26.6162	-0.063	-0.0983	-0.0192
Si	9.5311	9.6476	26.6327	-0.0069	0.0078	0.0076
Si	2.7181	0.0217	27.8827	0.0153	0.0048	0.0127
Si	8.1125	0.0663	27.9159	0.0001	-0.0206	0.0004
Si	0.027	2.7166	27.9319	-0.0062	0.0051	-0.0009
Si	5.4357	2.7654	27.8635	-0.0009	-0.0035	-0.008
Si	2.6424	5.5823	27.9406	-0.0331	-0.0074	0.0054
Si	8.1999	5.4644	27.8802	0.0012	0.0011	0.0146
Si	-0.0099	8.2437	27.8892	-0.0009	-0.0128	0.0029
Si	5.5033	8.1555	27.9353	-0.0064	0.0357	-0.0045
Si	4.1018	1.3673	29.2709	-0.0055	0.1163	-0.2028
Si	9.5708	1.3673	29.2709	-0.185	0.0463	0.089
Si	1.3673	4.1018	29.2709	-0.2173	0.2368	0.2428
Si	6.8362	4.1018	29.2709	-0.0026	-0.1021	-0.2172
Si	4.1018	6.8362	29.2709	-0.0451	0.0515	0.3524
Si	9.5708	6.8362	29.2709	-0.0011	-0.0048	-0.2362
Si	1.3673	9.5708	29.2709	0.0984	0.0485	-0.0726
Si	6.8362	9.5708	29.2709	-0.1364	0.0831	0.2186
Si	0	0	30.6381	-0.0775	-0.0496	-0.0234
Si	5.469	0	30.6381	0.0002	-0.111	-0.0034
Si	2.7345	2.7345	30.6381	0.1135	0.101	-0.0286
Si	8.2035	2.7345	30.6381	0.0659	0.0283	0.0074
Si	0	5.469	30.6381	-0.0086	-0.1535	0.0251
Si	5.469	5.469	30.6381	-0.0723	-0.0821	-0.0218
Si	2.7345	8.2035	30.6381	0.1392	0.0521	0.0253
Si	8.2035	8.2035	30.6381	0.05	0.0805	-0.0248
Si	1.3673	1.3673	32.0054	-0.0329	0.0486	-0.0328
Si	6.8362	1.3673	32.0054	-0.023	-0.0009	-0.0401
Si	4.1018	4.1018	32.0054	0.0261	-0.026	0.0054
Si	9.5708	4.1018	32.0054	-0.0582	0.0612	0.0018
Si	1.3673	6.8362	32.0054	-0.0336	0.0262	-0.0429
Si	6.8362	6.8362	32.0054	-0.0184	-0.0038	-0.0287
Si	4.1018	9.5708	32.0054	-0.0393	0.0729	-0.0049
Si	9.5708	9.5708	32.0054	0.0176	-0.0247	0.0132
Si	2.7345	0	0.6835	0.0332	-0.039	0.0221
Si	8.2035	0	0.6835	-0.0259	0.0242	0.0164
Si	0	2.7345	0.6835	-0.0185	0.0214	0.0114
Si	5.469	2.7345	0.6835	0.0522	0.008	0.0219
Si	2.7345	5.469	0.6835	0.0446	-0.0489	0.0067
Si	8.2035	5.469	0.6835	0.006	-0.0683	0.0404
Si	0	8.2035	0.6835	0.0555	-0.0615	0.0104
Si	5.469	8.2035	0.6835	0.0115	0.0109	0.0045
Si	4.1018	1.3673	2.0507	-0.0735	-0.0486	0.0327
Si	9.5708	1.3673	2.0507	-0.0261	0.0048	0.0165
Si	1.3673	4.1018	2.0507	0.0032	-0.0096	0.0026
Si	6.8362	4.1018	2.0507	-0.0895	0.002	-0.0251
Si	4.1018	6.8362	2.0507	0.0275	-0.0136	0.0129
Si	9.5708	6.8362	2.0507	0.0678	0.1664	0.0063
Si	1.3673	9.5708	2.0507	-0.0672	0.0481	0.014
Si	6.8362	9.5708	2.0507	-0.0409	-0.0313	-0.0058
Si	0	0	3.418	0.0352	-0.3376	-0.0821
Si	5.469	0	3.418	-0.2637	-0.4694	-0.1423
Si	2.7345	2.7345	3.418	-0.4401	-0.2247	0.0497
Si	8.2035	2.7345	3.418	0.1151	0.0843	-0.1409
Si	0	5.469	3.418	0.433	0.1925	0.2582
Si	5.469	5.469	3.418	0.1686	-0.0559	-0.5661
Si	2.7345	8.2035	3.418	-0.1311	-0.0671	0.2666
Si	8.2035	8.2035	3.418	0.5025	0.3602	-0.1039
Si	1.3367	1.2991	4.8195	-0.0076	0.0028	0.012
Si	6.8537	1.3143	4.7163	-0.0027	0.009	-0.0027
Si	4.0816	4.1284	4.7101	0.0088	0.0054	-0.0022
Si	9.6258	4.0786	4.7667	-0.0048	-0.0031	0.0142
Si	1.3833	6.8617	4.8915	-0.003	0.0076	-0.006
Si	6.9172	6.7836	4.6988	0.0247	-0.0115	0.0178
Si	4.1101	9.5177	4.8228	0.0039	-0.0032	0.0036
Si	9.6226	9.5695	4.8525	0.0057	-0.013	0.008
Si	2.6694	-0.1189	6.2267	-0.0026	0.0019	0.0123
Si	8.2072	0.0437	6.1567	0.0088	-0.0108	-0.0167
Si	-0.0841	2.6586	6.1933	0.0129	-0.0021	-0.0291
Si	5.4272	2.6776	5.937	0.0013	-0.0022	0.0098
Si	2.8461	5.4772	6.2023	0.0047	0.001	-0.0118
Si	8.3072	5.4891	6.0985	-0.0202	0.0197	-0.0001
Si	-0.0024	8.1989	6.3827	-0.0167	0.0022	0.0054
Si	5.5653	8.0736	6.0615	-0.0161	-0.0041	-0.0204
Si	3.893	1.5562	7.2961	0.0218	-0.0174	-0.0332
Si	9.0256	1.7755	7.5994	-0.0104	0.0113	0.0329
Si	1.6526	3.7883	7.2874	0.0089	-0.0187	0.0012
Si	6.8355	4.0506	7.1514	-0.0022	0.0154	-0.0543
Si	4.7145	6.3612	7.4626	0.0215	-0.0031	0.0072
Si	9.3024	6.9955	7.6837	0.0093	-0.0079	-0.0396
Si	1.3253	9.5762	7.8359	0.0047	0.0105	-0.0365
Si	7.1078	9.2836	7.3389	0.0261	-0.0279	0.0579
O	1.3929	4.1409	24.7308	-0.0208	-0.0019	-0.0306
O	6.9936	9.5466	24.786	-0.0232	0.0031	0.0017
O	2.7862	2.6794	7.7599	-0.0288	0.0314	0.0205
O	8.1883	8.187	7.9493	-0.0399	0.0488	0.0104
O	5.7678	5.1294	7.8981	-0.0207	0.0161	0.0214
O	-2.1432	2.32	18.7404	0.2423	0.2174	0.2588
O	4.0723	6.9852	24.6322	0.0262	-0.0156	0.003
O	9.5306	1.418	24.7271	0.0356	-0.0118	-0.0261
O	2.1922	8.5022	8.7465	0.0013	-0.0031	0.0219
O	0.9713	4.3312	8.6706	0.0002	-0.0079	0.0264
O	9.384	1.1511	9.0878	0.001	0.0029	-0.0027
O	6.4559	9.9923	8.6498	0.0299	-0.0226	-0.0359
O	4.623	1.0317	8.6557	0.0005	0.0038	0.0161
O	4.4572	7.1898	8.8502	-0.0005	-0.002	0.009
O	7.884	2.9647	7.915	0.0165	-0.0259	0.0234
O	9.6895	6.3899	9.1811	-0.0011	-0.0118	0.0378
O	3.2624	2.4146	23.9185	0	-0.0096	-0.0598
O	4.916	-0.4309	23.7354	0.0444	0.0361	0.0407
O	7.8378	3.3771	23.9463	-0.0052	0.013	-0.0405
O	10.5366	5.8246	23.8571	0.0066	-0.03	-0.0163
O	8.8036	7.8383	23.8904	-0.0115	0.0039	0.0339
O	0.1839	10.401	23.9436	0.0555	0.0074	-0.1569
O	5.5204	4.7735	24.0973	0.0065	-0.0095	-0.0174
O	1.3419	10.3888	21.5205	0.4183	1.2605	-1.02
Si	4.1412	6.7389	12.1867	0.0065	0.0148	-0.0382
Si	8.4785	-2.3322	14.6163	0.0009	0.0226	0.0773
Si	5.3508	2.8432	13.3269	0.0162	0.005	-0.0283
Si	6.7105	-3.9822	18.8919	0.0983	0.1575	-0.0226
Si	8.5516	-9.6363	17.5122	-0.0151	-0.4397	0.1491
Si	1.7699	-3.1514	18.2345	-0.127	0.0174	0.1185
Si	0.9402	9.5393	22.809	-0.284	-0.2722	0.3749
Si	11.789	3.6121	10.1329	-0.0083	0.0002	-0.0517
Si	5.3424	10.7912	9.4998	-0.0031	0.0058	-0.0313
Si	2.6601	4.0591	12.4431	0.0102	0.0065	-0.0448
Si	13.305	-5.4764	16.5441	0.0286	0.045	-0.0575
Si	-1.1433	2.9978	19.8475	-0.9154	0.5378	-0.6463
Si	10.9569	1.2087	15.488	-0.2888	0.0905	-0.0842
Si	0.5153	-6.8192	14.5199	-0.0167	0.0487	-0.0633
Si	6.5421	0.3474	12.2133	0.0011	0.0006	-0.0467
Si	0.5175	11.2829	20.1424	-4.3664	-2.7451	-1.5187
Si	14.306	-6.0682	20.5803	0.1002	0.0586	0.0538
Si	6.7977	-5.7882	11.9134	0.014	0.0087	-0.0255
Si	5.539	-2.0066	13.7997	0.041	-0.03	-0.0237
Si	6.5055	3.8863	23.1529	-0.0098	-0.0053	0.096
Si	9.5498	0.0343	12.8271	-0.022	-0.0347	-0.0543
Si	10.7171	0.667	9.92	0.0031	-0.0034	-0.0405
Si	1.8223	-0.3254	17.4118	-0.0797	-1.0883	-0.8806
Si	4.1014	-3.1874	20.4792	0.0942	0.0601	0.0498
Si	9.2028	-4.9417	13.468	-0.0129	0.0284	-0.019
Si	0.8525	-5.7879	19.0216	0.1098	0.2756	-0.0431
Si	6.0089	2.4408	16.2445	0.0662	0.0128	-0.0176
Si	4.0505	2.3275	22.4858	0.0932	0.0084	0.1192
Si	4.7675	-0.4521	16.3213	0.2907	-0.0145	-0.0876
Si	9.9206	7.0549	22.9911	-0.0523	0.0947	-0.0476
Si	7.5439	-1.4701	17.3818	0.2157	0.0903	0.2263
Si	9.4333	5.5687	10.587	0.0053	0.0097	-0.0467
Si	-2.7307	5.2496	21.0648	-0.069	0.2886	0.0731
Si	3.8274	-0.7235	22.5691	-0.0074	-0.0528	0.0954
Si	4.9441	4.8201	17.7257	0.0649	0.0436	-0.0099
Si	14.4646	-2.6854	9.6584	0.0065	0.004	-0.0493
O	1.6517	4.5949	17.7186	-0.0306	-0.0663	0.0397
O	9.8842	-9.9719	16.666	0.1437	0.0638	-0.0981
O	19.0465	0.7265	12.4723	0.0057	0.0049	0.0149
O	6.1011	-1.1933	12.4926	-0.0085	0.0045	0.0148
O	2.9413	-2.8989	19.3751	-0.0036	0.0257	-0.0133
O	5.941	6.1147	17.7163	-0.0506	-0.0641	-0.0045
O	3.7836	-4.6138	21.2624	-0.026	-0.0476	-0.0193
O	4.4984	7.7624	13.385	-0.0043	0.0056	0.0147
O	-1.1757	6.4231	11.9609	0.0043	-0.001	0.0193
O	2.2733	3.9618	10.8593	0.0113	0.0007	0.0321
O	14.5604	-7.386	21.5128	-0.0458	0.0086	-0.0615
O	5.0191	1.1565	16.2967	-0.063	-0.0274	0.0167
O	5.6642	1.2652	13.2043	-0.0025	0.0072	0.0154
O	4.2025	4.7446	19.1857	-0.0301	-0.026	0.0096
O	2.5604	9.2771	23.5579	-0.2005	0.1186	-0.2353
O	10.3946	4.2481	10.697	0.0046	-0.0021	0.016
O	16.6812	3.4286	17.5109	-0.0242	0.0046	0.0152
O	7.9654	-0.0914	18.1279	-0.1627	0.0949	-0.1899
O	4.1666	-1.8923	21.5177	0.0098	-0.0514	-0.1029
O	7.5453	1.9397	16.3841	-0.0145	0.0594	-0.0054
O	5.6692	2.5403	22.7114	-0.0264	0.0024	-0.0289
O	5.9614	-1.304	17.0256	-0.1601	0.0245	-0.0467
O	-3.2707	-2.8207	18.2823	-0.091	-0.0762	-0.0297
O	1.5704	0.5468	18.7362	-0.7	0.7823	2.5001
O	-0.7949	-0.7001	19.9025	3.4767	2.7356	0.6776
O	7.6281	5.6062	13.2454	0.0009	-0.0036	0.0069
O	7.846	5.1269	10.6443	-0.0079	-0.0032	0.0238
O	17.1507	-7.275	12.2081	-0.0081	-0.0077	0.0161
O	5.7562	3.2679	14.848	-0.0074	-0.0068	0.0225
O	10.005	-6.1941	14.1237	0.0297	-0.0259	0.0223
O	-1.7684	-1.4347	13.4305	0.0139	0.0191	-0.012
O	3.2324	7.5299	11.077	-0.0022	-0.0173	0.0422
O	1.4926	-5.7014	15.1982	0.0045	-0.0098	0.0298
O	14.7099	3.0043	12.968	-0.0058	-0.0023	0.0133
O	11.2877	-8.1296	15.4503	0.033	-0.0348	0.0361
O	9.3066	-3.7337	14.546	0.0079	-0.0138	-0.0087
O	6.8923	-2.6681	14.4119	-0.0313	0.0015	-0.0128
O	9.2188	6.3874	21.6993	-0.0379	-0.1281	-0.0446
O	-0.5141	0.8076	13.972	0.06	0.0122	0.065
O	0.2147	8.0935	22.6311	0.1392	0.0798	-0.0108
O	1.7625	4.8856	20.3516	-0.0598	-0.071	-0.0107
O	7.646	-5.0483	19.6897	0.0273	-0.0956	0.0377
O	5.5983	-3.2715	19.8607	-0.0576	-0.023	0.0124
O	2.4378	-3.899	16.9367	-0.0007	-0.0109	0.0008
O	1.1041	-1.7906	17.6884	0.2257	0.3429	-0.0968
O	3.212	-5.3862	12.7796	-0.0072	-0.0099	0.018
O	3.689	0.7982	21.9379	-0.0082	0.096	-0.0917
O	10.8253	-8.9749	20.5029	1.892	-1.6487	0.1288
O	10.426	4.3221	19.0964	-0.0167	-0.2611	0.122
O	6.1254	0.6365	10.6732	0.0103	0.0027	0.0434
O	5.5465	-4.789	11.5689	-0.0021	-0.0011	0.0174
O	12.1883	3.6854	13.1413	-0.0089	-0.0054	0.0375
O	-4.0338	-5.9708	22.0189	0.0475	-0.0235	-0.0635
O	3.9084	4.9444	16.4612	-0.0243	-0.0117	0.0089
O	8.862	-7.1718	20.9711	0.2812	-0.3204	-0.0727
O	-2.3926	-1.6303	16.0803	0.0015	-0.0274	-0.0913
O	3.4027	-0.6874	17.1434	-0.2939	0.1623	0.2136
O	11.665	1.9815	10.1159	0.0014	0.0069	0.0154
O	12.245	0.3315	15.9746	0.1622	0.0008	0.329
O	4.226	9.6952	9.9581	-0.007	-0.0016	0.0255
O	11.4825	-0.401	8.9295	-0.0065	0.0098	0.0288
O	10.3652	0.0021	11.38	-0.0042	-0.0037	0.0392
O	4.712	-1.0256	14.7914	-0.0534	0.0294	0.0526
O	0.6342	6.7723	18.8607	0.0275	-0.1256	-0.0169

Results
free energy: -133959.135 eV
free energy less fixed offsets of O -568.88, Si -635.61 eV per atom: 2.825 eV

The program warned: the cutoff lies below the one the program advises for these potential files; the exchange-correlation potential is rough where the density is thin.
